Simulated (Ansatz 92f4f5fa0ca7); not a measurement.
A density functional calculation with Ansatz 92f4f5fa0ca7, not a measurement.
Periodic cell of 215 atoms, Si132O82B1, from a study of silicon, its oxide and their interface. The atomic structure is a simulated model.
Doubt: the cutoff is far below the 930 eV that the study's wrapper takes by default for these files, so forces and energies are approximate.

Settings: functional PBE; potential files Ansatz PAW; basis plane waves; wave-function cutoff 580 eV; density cutoff ratio 5; exchange-correlation grid ratio 1; k mesh 1 x 1 x 1, Gamma-centred; self-consistency stop 5e-08 eV per atom in the density residual; occupations fixed; spin none; net charge -1 e, with a uniform compensating background and no finite-size correction.

Cell vectors (angstrom)
a, 10.938, 0, 0
b, 0, 10.938, 0
c, 0, 0, 31.5432

Atoms: element, x, y, z (angstrom)
Si, 10.4338, 0.5683, 24.3018
Si, 6.0489, 10.4896, 24.1002
Si, 2.1246, 3.2432, 24.0537
Si, 8.7072, 2.2574, 24.2356
Si, 0.4909, 5.0483, 24.109
Si, 5.0617, 5.887, 24.178
Si, 3.3915, 7.6361, 24.1297
Si, 7.8398, 8.814, 23.961
Si, 1.3387, 1.4734, 25.4239
Si, 6.9166, 1.3068, 25.435
Si, 4.0212, 4.0965, 25.2996
Si, 9.6571, 4.0946, 25.3717
Si, 1.4849, 6.8078, 25.3271
Si, 6.8976, 6.9481, 25.2284
Si, 4.2273, 9.5305, 25.3001
Si, 9.5308, 9.6401, 25.4049
Si, 2.7771, -0.0004, 26.617
Si, 8.2118, -0.0211, 26.9019
Si, 0.0045, 2.7681, 26.8798
Si, 5.449, 2.7307, 26.6373
Si, 2.7437, 5.4335, 26.8066
Si, 8.2227, 5.5165, 26.6082
Si, 0.0374, 8.2056, 26.6287
Si, 5.5462, 8.2021, 26.7669
Si, 4.1055, 1.3623, 28.0388
Si, 9.5832, 1.3718, 28.2424
Si, 1.3792, 4.1222, 28.2399
Si, 6.8292, 4.1369, 27.9922
Si, 4.1537, 6.8205, 28.1231
Si, 9.5939, 6.8481, 28.0224
Si, 1.3951, 9.5852, 28.0135
Si, 6.8354, 9.537, 28.2383
Si, 0.0468, -0.0241, 29.5058
Si, 5.4364, 0.0176, 29.4741
Si, 2.765, 2.7061, 29.5027
Si, 8.1627, 2.7761, 29.4635
Si, -0.0267, 5.5101, 29.4832
Si, 5.5012, 5.4514, 29.4846
Si, 2.744, 8.2163, 29.4328
Si, 8.2476, 8.1635, 29.5069
Si, 1.3891, 1.3556, 30.8886
Si, 6.805, 1.3847, 30.8247
Si, 4.122, 4.0882, 30.8701
Si, 9.543, 4.1267, 30.8312
Si, 1.3643, 6.865, 30.8186
Si, 6.8621, 6.8074, 30.8801
Si, 4.084, 9.5825, 30.8317
Si, 9.5968, 9.5496, 30.8781
Si, 2.742, -0.0303, 0.713
Si, 8.1718, 0.0103, 0.6474
Si, -0.0377, 2.7519, 0.6592
Si, 5.4763, 2.7142, 0.7065
Si, 2.7085, 5.4862, 0.6528
Si, 8.2127, 5.4373, 0.7238
Si, 0.0312, 8.1835, 0.7084
Si, 5.4563, 8.2161, 0.6568
Si, 4.1167, 1.3334, 2.0705
Si, 9.5103, 1.386, 2.0181
Si, 1.3146, 4.1377, 2.034
Si, 6.8467, 4.0559, 2.0858
Si, 4.0635, 6.87, 2.0185
Si, 9.6011, 6.804, 2.0692
Si, 1.3771, 9.5497, 2.0906
Si, 6.8195, 9.5768, 2.0499
Si, -0.0752, 0.0008, 3.3204
Si, 5.4676, -0.0203, 3.5081
Si, 2.6847, 2.7298, 3.3126
Si, 8.1862, 2.6818, 3.523
Si, -0.021, 5.4645, 3.5391
Si, 5.4388, 5.4864, 3.3011
Si, 2.7401, 8.1932, 3.5106
Si, 8.2253, 8.189, 3.367
Si, 1.2773, 1.3726, 4.6778
Si, 6.8364, 1.3001, 4.9328
Si, 4.0546, 4.1239, 4.6607
Si, 9.5325, 4.065, 4.9093
Si, 1.3516, 6.8641, 4.9124
Si, 6.8256, 6.8077, 4.6969
Si, 4.1035, 9.5618, 4.9056
Si, 9.5655, 9.5722, 4.7577
Si, 2.6064, 0.045, 6.1106
Si, 8.2208, -0.1351, 6.2919
Si, -0.0217, 2.654, 6.2279
Si, 5.3708, 2.769, 6.093
Si, 2.7456, 5.43, 6.1774
Si, 8.0895, 5.4429, 6.1951
Si, -0.0144, 8.2963, 6.2484
Si, 5.5543, 8.148, 6.1826
Si, 3.4826, 1.9212, 7.2024
Si, 10.0179, 0.8301, 7.4934
Si, 1.7773, 3.6483, 7.3955
Si, 6.2118, 4.5256, 7.4051
Si, 4.6332, 6.3089, 7.298
Si, 9.1525, 7.194, 7.3494
Si, 0.888, 10.1545, 7.5354
Si, 7.3962, 8.8893, 7.5194
O, 4.5724, 6.5907, 8.9272
O, 1.4056, 3.971, 8.9844
O, 9.7384, 6.5544, 8.7628
O, 1.3065, 10.1096, 9.1593
O, 6.1003, 4.2191, 9.0419
O, 3.7257, 1.5642, 8.7783
O, 7.1152, 8.9596, 9.1632
O, 9.6524, 1.0822, 9.0907
O, 8.3103, 2.5251, 22.6631
O, 10.9852, 5.514, 22.5884
O, 5.6527, 0.0772, 22.5939
O, 5.3553, 5.3755, 22.6377
O, 2.13, 2.7697, 22.471
O, 3.3155, 7.797, 22.4819
O, 8.4186, 8.6901, 22.4029
O, -0.1841, 11.2075, 22.7225
Si, 2.157, 2.9679, 12.9478
Si, 8.694, 1.2949, 10.3917
Si, 1.0464, 4.3698, 15.4534
Si, 7.549, 5.5857, 12.2312
Si, 2.3946, 8.1507, 21.1865
Si, 5.4073, 7.7957, 12.5295
Si, 9.367, 0.4904, 15.5924
Si, 2.7926, 0.0613, 16.6922
Si, 10.4735, 1.15, 12.6384
Si, 7.8111, 2.8216, 21.1464
Si, 9.1689, 8.8065, 14.5269
Si, 1.4714, 4.781, 10.4057
Si, 4.4383, 9.4998, 19.1038
Si, 11.0621, 6.0377, 21.0386
Si, 6.6579, 10.4695, 14.9343
Si, 5.3972, 0.7394, 21.1328
Si, 2.3436, 9.807, 10.3984
Si, 0.4347, 10.6051, 21.3627
Si, 5.8738, 5.2385, 21.1092
Si, 3.6383, 7.0917, 10.1434
Si, 9.0808, 5.6774, 14.8629
Si, 3.6498, 4.0987, 19.0997
Si, 10.095, 3.5901, 19.1705
Si, 4.2145, 8.7354, 15.4038
B, 0.4424, 1.9313, 17.1171
Si, 6.7685, 7.5379, 19.2329
Si, 5.2609, 3.6688, 16.7484
Si, 7.7947, 5.0262, 17.5098
Si, 6.677, 9.9088, 10.4212
Si, 4.3834, 1.0505, 10.1448
Si, -0.0321, 9.1058, 11.9227
Si, 9.1103, 8.5911, 20.9079
Si, 4.5645, 1.6767, 14.6191
Si, 2.4445, 2.0718, 21.025
Si, 6.3397, 3.3356, 10.3943
Si, 3.3972, 5.9367, 16.7569
Si, 9.8684, 6.5477, 10.3807
O, 0.1765, 2.5936, 18.4411
O, 2.8973, 9.716, 15.5917
O, 10.8808, 4.7455, 20.0794
O, 7.565, 2.3695, 9.9555
O, 10.9146, 5.3503, 10.8154
O, 6.5708, 6.7128, 12.9006
O, 10.3141, 8.0667, 10.8095
O, 7.6813, 9.4449, 14.0834
O, 8.396, 6.2321, 10.9946
O, 5.3336, 10.4961, 20.034
O, 2.1606, 3.7647, 11.4918
O, 7.9511, 8.5504, 19.7569
O, 6.1991, 6.7252, 20.5383
O, 5.5014, 2.779, 15.4053
O, 1.3286, 0.8886, 20.7002
O, 6.0801, 9.0356, 11.6686
O, 4.6375, 5.0596, 16.1564
O, 6.6081, 3.9156, 17.641
O, 10.5616, 10.6874, 11.7835
O, 5.6345, 0.5261, 14.0585
O, 7.9811, 5.1315, 15.9079
O, 9.7808, 9.8201, 15.6485
O, -0.3967, 5.0802, 15.1707
O, 1.5506, 6.8133, 20.7618
O, 1.4292, 0.7553, 17.2038
O, 6.6117, 1.7674, 20.7715
O, 1.0178, 1.7912, 12.8383
O, 3.2562, 5.533, 18.3667
O, 9.5278, 2.0089, 11.608
O, 0.9936, 2.971, 16.2206
O, 8.6158, 5.1635, 13.3816
O, 10.2858, 8.6329, 13.3371
O, 1.435, 9.3639, 21.7001
O, 10.0929, 9.89, 20.5864
O, 3.1747, 0.2081, 10.8955
O, 5.0626, 2.3822, 10.8379
O, 1.7528, 4.1209, 13.9971
O, 7.9537, 10.8354, 10.8644
O, 9.1539, 4.5036, 18.1894
O, 5.6291, 9.518, 15.8159
O, 5.5453, -0.0298, 9.8255
O, 3.607, 2.2847, 13.4025
O, 1.9511, 5.5689, 16.1228
O, 9.7057, 0.9805, 14.0465
O, 4.3787, 6.9699, 11.5728
O, 4.7471, 4.4774, 20.24
O, 10.0926, 1.414, 16.6512
O, 6.6913, 4.3109, 11.6584
O, 5.5523, 8.4101, 18.5753
O, 9.0852, 2.7124, 20.1521
O, 3.6329, 1.1639, 15.8297
O, 4.2246, 3.1154, 17.9089
O, 9.8993, 7.1659, 20.829
O, 3.3502, 8.6643, 9.8172
O, 3.8418, 7.4653, 16.3797
O, 7.706, 0.4768, 15.7789
O, 9.0096, 7.2954, 15.0648
O, 3.9434, 1.4546, 21.1574
O, 1.5971, 9.1214, 11.697
O, 2.3169, 6.1587, 10.195
O, 7.3374, 6.4714, 18.1378
O, 7.2405, 4.3535, 21.0842
O, 4.5404, 8.2721, 13.8388
O, 3.3171, 8.6607, 19.959
O, 2.4954, 3.2495, 19.8897
O, 3.6608, 10.3733, 17.9752

Results
free energy: -130698.566 eV
free energy less fixed offsets of B -154.04, O -568.88, Si -635.61 eV per atom: 4.154 eV

Forces (eV/angstrom), in the order of the atoms: element, x, y, z
Si, 0.0009, 0.0038, -0.0158
Si, -0.002, 0.0517, -0.0183
Si, -0.0122, -0.0263, 0.0246
Si, -0.011, 0.0049, -0.0444
Si, -0.0121, 0.0053, -0.0232
Si, 0.0307, -0.0078, -0.0234
Si, 0.0105, -0.0353, -0.014
Si, 0.042, -0.0424, -0.0428
Si, -0.0155, 0.0449, 0.0879
Si, 0.0197, -0.0379, 0.1014
Si, -0.0212, 0.0121, 0.0421
Si, 0.0279, -0.0281, 0.0803
Si, 0.0142, -0.011, 0.0706
Si, -0.0182, 0.019, 0.0204
Si, 0.0074, -0.0261, 0.043
Si, -0.0555, 0.0133, 0.1014
Si, 0.0057, 0.0203, -0.1236
Si, 0.0111, -0.0034, 0.2246
Si, 0.0047, -0.0103, 0.2274
Si, 0, -0.0111, -0.1026
Si, 0.0033, -0.0002, 0.1469
Si, 0.0261, 0.0142, -0.1067
Si, 0.0213, 0.0222, -0.1118
Si, 0.0184, 0.0129, 0.1162
Si, -0.0045, 0.0374, 0.0649
Si, -0.0068, -0.002, -0.3781
Si, 0.0044, -0.0591, -0.3631
Si, 0.0163, -0.0582, 0.1184
Si, -0.0989, 0.0272, -0.1113
Si, -0.0298, 0.0045, 0.0873
Si, -0.0467, -0.0008, 0.123
Si, 0.0588, 0.089, -0.3478
Si, 0.0378, -0.0479, 0.0209
Si, -0.0118, 0.0124, 0.0469
Si, 0.0232, -0.0274, 0.0487
Si, -0.0499, 0.0457, -0.0061
Si, -0.0271, 0.0263, 0.0496
Si, 0.026, -0.0356, 0.001
Si, 0.0224, -0.0175, -0.0518
Si, 0.0437, -0.0469, 0.0534
Si, 0.0009, -0.0117, 0.0239
Si, 0.0163, 0.0338, 0.0033
Si, 0.0056, 0.0093, 0.0035
Si, -0.0186, -0.0113, 0.0047
Si, 0.0158, 0.0231, -0.0035
Si, -0.0104, -0.0015, 0.0136
Si, -0.0336, -0.023, 0.0132
Si, 0.0276, 0.0214, 0.0129
Si, 0.0094, 0.0142, 0.0053
Si, -0.0213, -0.0478, -0.0249
Si, 0.0209, 0.0099, -0.0178
Si, -0.0117, -0.0118, -0.0019
Si, -0.0094, -0.0197, -0.0256
Si, 0.0009, -0.0029, 0.0155
Si, -0.0092, -0.0007, 0.0047
Si, 0.0318, 0.0193, -0.0234
Si, 0.0077, -0.0089, -0.0007
Si, -0.039, 0.0755, -0.0487
Si, -0.0496, 0.051, -0.0032
Si, 0.0423, -0.0353, -0.0243
Si, -0.065, 0.0452, -0.0594
Si, 0.0341, -0.0373, -0.0013
Si, 0.0068, -0.0103, -0.0185
Si, 0.0028, 0.0033, 0.0234
Si, 0.1632, -0.0361, 0.3218
Si, 0.0027, -0.0002, -0.102
Si, 0.0374, 0.0007, 0.3454
Si, -0.0044, 0.0699, -0.0935
Si, 0.0293, -0.0264, -0.1286
Si, 0.0292, -0.0887, 0.3929
Si, -0.0163, 0.0064, -0.086
Si, -0.0987, 0.0058, 0.1822
Si, -0.0131, 0.0279, -0.1495
Si, -0.0149, -0.0018, 0.098
Si, -0.0365, -0.0049, -0.1913
Si, -0.0075, -0.0382, 0.1244
Si, 0.0256, -0.0083, 0.1141
Si, -0.0052, -0.002, -0.16
Si, -0.0189, -0.0117, 0.099
Si, -0.0152, -0.0017, -0.0995
Si, -0.0129, -0.0367, -0.0716
Si, 0.0049, -0.0024, -0.0256
Si, 0.0415, -0.004, -0.0628
Si, 0.0312, 0.0172, -0.0902
Si, 0.0128, -0.0449, -0.0695
Si, -0.017, -0.0014, -0.059
Si, 0.0097, 0.022, -0.0403
Si, 0.0231, 0.0048, -0.0522
Si, -0.0907, 0.1056, 0.0066
Si, -0.0189, 0.0088, 0.0503
Si, -0.0195, 0.0099, 0.023
Si, -0.0199, -0.0005, 0.0499
Si, 0.0008, -0.0187, 0.0445
Si, 0.0157, -0.0141, 0.0323
Si, 0.0199, 0.0159, 0.0575
Si, 0.0151, -0.008, 0.0315
O, 0.0193, -0.0054, -0.1241
O, 0.003, -0.0311, -0.1207
O, -0.031, 0.0252, -0.1525
O, -0.0288, 0.0105, -0.134
O, 0.0018, 0.0122, -0.1153
O, -0.0132, 0.0335, -0.1208
O, 0.0284, -0.0156, -0.0982
O, 0.0338, -0.0072, -0.1227
O, 0.0272, -0.0273, 0.1624
O, 0.0115, -0.018, 0.1285
O, 0.0234, -0.049, 0.1503
O, -0.0461, 0.0251, 0.1547
O, -0.0048, 0.0307, 0.0739
O, 0.0325, -0.0085, 0.1119
O, -0.0648, 0.0258, 0.1553
O, -0.0296, 0.035, 0.1086
Si, 0.0364, -0.0296, 0.16
Si, -0.0089, 0.0385, 0.2064
Si, -0.0548, -0.0444, 0.0771
Si, 0.0209, 0.0508, 0.1591
Si, -0.0157, 0.0483, -0.2365
Si, -0.0176, -0.0073, 0.1975
Si, -0.0664, -0.0654, 0.0091
Si, 0.065, -0.0389, -0.0814
Si, 0.0132, -0.0021, 0.1036
Si, -0.0711, 0.0341, -0.2364
Si, -0.0885, 0.0359, 0.0286
Si, 0.0006, 0.0078, 0.1991
Si, 0.0032, 0.0082, -0.1209
Si, -0.0149, 0.0161, -0.2465
Si, 0.0473, -0.0274, 0.0328
Si, -0.039, 0.016, -0.2562
Si, -0.0086, -0.0833, 0.2212
Si, 0.0454, -0.0561, -0.2319
Si, 0.0306, 0.021, -0.2676
Si, -0.0404, -0.0031, 0.2191
Si, 0.035, 0.0193, 0.0931
Si, -0.0149, 0.0543, -0.2003
Si, 0.107, -0.0788, -0.1186
Si, -0.0136, 0.0256, 0.0721
B, 0.0946, 0.252, 0.1823
Si, 0.0206, 0.0026, -0.1188
Si, -0.0102, 0.0371, -0.0177
Si, -0.0955, -0.0202, -0.0562
Si, -0.0491, -0.001, 0.229
Si, 0.0196, -0.043, 0.1891
Si, -0.0239, 0.0207, 0.1755
Si, -0.0259, -0.0042, -0.2576
Si, 0.0325, 0.0297, 0.121
Si, 0.0519, -0.0334, -0.2485
Si, 0.0791, 0.0119, 0.2018
Si, 0.0383, -0.0145, -0.0113
Si, 0.0027, -0.0043, 0.2433
O, -0.0449, -0.0499, -0.0538
O, -0.0304, -0.027, -0.006
O, -0.0093, 0.0236, 0.0915
O, 0.0002, 0.0275, -0.0387
O, 0.0063, 0.0003, -0.0574
O, 0.0054, 0.0039, -0.0503
O, -0.0166, -0.0361, -0.1079
O, 0.0119, -0.0207, -0.0235
O, 0.0381, 0.0055, -0.1028
O, 0.0023, 0.0289, 0.0722
O, -0.0023, 0.0117, -0.1124
O, 0.0286, -0.0077, 0.0752
O, -0.0188, -0.0292, 0.088
O, 0.0076, -0.0121, -0.0373
O, -0.0069, 0.0296, 0.0678
O, 0.0303, 0.0813, -0.1497
O, -0.0067, -0.0205, -0.0136
O, 0.016, 0.0204, 0.0126
O, -0.0057, -0.0097, -0.0578
O, 0.0038, -0.0062, -0.0266
O, 0.009, -0.0023, 0.0122
O, 0.0471, 0.0347, 0.0542
O, -0.0371, 0.0059, -0.009
O, 0.0056, -0.0051, 0.0853
O, 0.0695, -0.0961, -0.0651
O, 0.0158, -0.0061, 0.0789
O, -0.0148, -0.017, -0.0388
O, -0.0038, -0.0209, 0.0599
O, -0.0396, 0.0001, -0.0881
O, 0.0026, 0.0279, -0.0771
O, -0.0377, -0.0129, -0.1055
O, 0.0571, 0.0008, -0.0992
O, -0.003, 0.0041, 0.0709
O, 0.0072, 0.0164, 0.0881
O, -0.0038, 0.049, -0.05
O, -0.0548, -0.0316, -0.0654
O, 0.0141, -0.018, -0.0958
O, -0.0202, -0.0022, -0.0664
O, 0.0617, -0.0292, 0.0298
O, -0.025, 0.017, 0.0118
O, 0.0101, 0.0058, -0.1211
O, -0.0495, 0.027, -0.0729
O, -0.0046, -0.0159, -0.0066
O, 0.0438, 0.0377, -0.0889
O, -0.0396, -0.0076, -0.1224
O, 0.0409, 0.006, 0.0961
O, -0.1959, -0.1078, -0.0401
O, -0.0304, -0.0625, -0.1015
O, -0.0206, 0.0054, 0.0347
O, -0.0109, 0.0098, 0.0847
O, -0.02, 0.0301, 0.0352
O, -0.0327, -0.0395, 0.0619
O, 0.0185, -0.0251, 0.0624
O, 0.0076, 0.0066, -0.0701
O, -0.0026, 0.0271, -0.0046
O, 0.0016, 0.0426, 0.0256
O, 0.0073, -0.0072, -0.0102
O, -0.0031, 0.0005, 0.075
O, 0.0541, 0.0285, -0.1041
O, 0.0331, 0.0171, -0.06
O, 0.0003, 0.0342, 0.0499
O, 0.0409, -0.0374, 0.0558
O, 0.0365, -0.0222, -0.1259
O, -0.0216, -0.0263, 0.076
O, -0.0492, -0.0482, 0.0685
O, 0.0136, 0.018, 0.0663

The program warned: the cutoff lies below the one the program advises for these potential files; the forces do not sum to zero within the program's tolerance; the exchange-correlation potential is rough where the density is thin.
